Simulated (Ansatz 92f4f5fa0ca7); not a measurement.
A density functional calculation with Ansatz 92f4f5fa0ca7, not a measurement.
Periodic cell of 186 atoms, Si104O82, from a study of silicon, its oxide and their interface. The atomic structure is a simulated model.

Settings: functional PBE; potential files Ansatz PAW; basis plane waves; wave-function cutoff 700 eV; density cutoff ratio 5; exchange-correlation grid ratio 2; k mesh 2 x 2 x 1, shifted by 0.5 0.5 0.5 of a step; self-consistency stop 5e-08 eV per atom in the density residual; occupations Fermi-Dirac, 0.05 eV; spin none; net charge 0.

Cell vectors (angstrom)
a 11.5983 0 0
b 0 11.5983 0
c -1.6613 -0.2177 26.9279

Atoms and the computed forces on them: element, x, y, z (angstrom), force x, y, z (eV/angstrom)
Si 2.523 8.0987 -0.1529 -0.0235 -0.0753 -0.3027
Si 2.3649 1.9938 0.1718 -0.0478 -0.1822 -0.4456
Si 2.3948 5.0114 0.407 0.07 0.0117 -0.3339
Si 6.3258 -1.9883 0.1008 -0.0703 0.09 -0.3171
Si 6.2984 1.152 0.5441 -0.0174 0.0363 -0.7532
Si 6.3795 4.2279 0.0329 -0.0248 -0.1036 -0.3433
Si 10.1489 -2.1632 0.0401 0.0854 0.28 -0.3999
Si 10.1263 0.9993 0.5186 -0.0153 -0.0355 -0.6621
Si 9.9262 4.0387 -0.0742 -0.0758 -0.0944 -0.3853
Si 4.3629 -2.7639 1.2748 0.037 0.0359 -0.0098
Si 4.232 1.2489 1.5776 -0.3086 0.1336 -0.1849
Si 4.4792 4.9327 1.4435 0.1081 -0.0571 -0.3847
Si 8.2274 -2.6785 1.3706 -0.0052 0.0521 -0.0102
Si 8.2135 1.1094 1.8337 0.1869 -0.0415 -0.0177
Si 8.2095 4.7297 1.4381 0.0123 0.007 -0.1622
Si 12.1499 -2.7799 1.235 0.0687 -0.0648 -0.117
Si 12.1535 1.2402 1.6226 0.1874 0.035 -0.1309
Si 11.8614 4.9105 1.3493 -0.0748 -0.1523 -0.3444
Si 4.2191 -0.838 2.7285 -0.0258 -0.1527 -0.0258
Si 4.3496 3.1505 2.9507 0.127 0.0659 0.3181
Si 4.4781 6.8974 2.7346 -0.0127 0.0439 0.084
Si 8.2223 -0.9157 2.9265 0.0154 -0.0627 0.3226
Si 8.2228 3.0892 3.0585 -0.0227 -0.0458 0.4159
Si 8.2225 6.8161 2.6729 -0.0008 0.0432 -0.1927
Si 12.2068 -0.865 2.7357 0.0372 -0.018 -0.0682
Si 12.0286 3.1729 2.9382 -0.1219 0.094 0.2268
Si 11.9582 6.8716 2.6902 -0.008 0.0489 0.0353
Si 2.4153 -0.8617 4.202 -0.0012 -0.0578 -0.078
Si 2.3905 3.1973 4.2723 0.0008 -0.1115 0.0004
Si 2.4095 6.8077 4.0429 0.0421 0.0313 -0.1012
Si 6.1956 -0.8115 4.1238 0.0914 -0.0785 -0.0991
Si 6.2573 3.1238 4.3515 -0.0267 0.0144 -0.0428
Si 6.3477 6.8303 4.1675 -0.1507 0.0431 0.0442
Si 10.2368 -0.9012 4.1445 -0.1078 -0.056 -0.1127
Si 10.1643 3.1265 4.3749 0.0311 0.0702 -0.0196
Si 10.0963 6.8341 4.1633 0.1499 0.0574 0.0234
Si 2.3679 -2.8713 5.4173 -0.0394 0.032 0.0464
Si 2.4528 1.1465 5.4345 -0.0415 0.1184 0.1065
Si 2.413 5.0565 5.7533 -0.0147 -0.0061 0.0054
Si 6.2891 -2.7742 5.3991 -0.0206 -0.1079 0.0375
Si 6.2392 1.1193 5.5318 -0.0044 0.0945 0.0712
Si 6.2832 5.0096 5.7967 0.0359 -0.0146 -0.0251
Si 10.1492 -2.8435 5.5113 -0.0039 -0.0718 -0.0165
Si 10.1808 1.0594 5.4506 0.0745 0.1445 0.1142
Si 10.1436 5.0361 5.8067 -0.0746 -0.0609 -0.0277
Si 4.3392 -2.7559 6.6771 0.0613 -0.1501 -0.2932
Si 4.3073 1.2175 6.8991 -0.029 0.2444 -0.0946
Si 4.3382 5.0145 7.222 -0.006 -0.0182 0.1115
Si 8.1689 -2.8138 6.8173 -0.0469 -0.0244 -0.2269
Si 8.2416 1.1607 6.7794 0.0482 0.0763 -0.2669
Si 8.2024 5.0495 7.2535 0.0061 -0.0015 0.0752
Si 12.0807 8.6348 6.8696 -0.0002 -0.2788 -0.2259
Si 12.1299 1.0197 6.7477 -0.0272 0.0296 -0.3206
Si 12.0901 4.9923 7.2251 0.0216 -0.0215 0.1232
Si 4.333 -0.8244 7.9694 0.0208 -0.0945 0.1197
Si 4.3019 2.9311 8.639 -0.0213 -0.2412 0.0741
Si 4.3361 7.1869 8.2745 -0.0413 0.0354 0.2666
Si 8.2213 -0.809 7.9559 -0.0609 0.0881 0.3246
Si 8.2534 2.8971 8.4103 0.1022 -0.0824 0.1197
Si 8.0891 7.1498 8.5485 -0.1206 0.1371 0.2239
Si 12.1047 -0.9513 7.9846 0.0655 0.1723 0.1773
Si 12.1376 2.7564 8.2736 0.0282 0.028 0.0876
Si 12.0295 6.9993 8.6457 0.074 0.121 0.1369
Si 2.4346 -0.9996 9.2891 -0.0379 -0.1583 0.5736
Si 2.2667 2.0742 9.8192 -0.1475 -0.0727 0.3061
Si 2.527 7.5549 9.7353 0.0501 0.2298 0.111
Si 6.2865 -0.6907 9.2381 0.1412 0.128 0.5293
Si 6.3757 2.3646 9.7821 0.0467 -0.2985 0.2067
Si 6.0535 7.9158 9.7894 0.0548 0.0674 0.3804
Si 10.152 -0.8269 9.2402 -0.048 -0.0272 0.629
Si 10.2614 2.2555 9.6027 0.0511 -0.1905 0.446
Si 10.0046 7.7492 9.8532 0.0188 0.1954 0.3441
Si 9.0119 6.4452 12.6218 0.0455 -0.0399 0.4386
Si 2.7366 5.1496 19.2062 0.0042 0.0032 -0.0063
Si 0.2932 2.7282 12.0696 -0.1393 0.0545 0.4511
Si 6.4717 4.5057 15.224 0.085 0.12 0.2496
Si 6.5798 4.3478 12.2706 -0.0065 0.0338 0.2163
Si 4.508 8.2057 17.3956 -0.0181 -0.0194 -0.0639
Si 0.1815 3.036 16.3588 -0.0835 0.1082 -0.0087
Si 4.3595 6.4698 11.9309 0.0756 0.133 0.0139
Si 7.8715 11.9937 15.288 0.109 0.0049 -0.1362
Si 7.4853 -0.7645 23.2093 -0.0801 0.1695 -0.1882
Si 7.5831 7.2326 15.0084 -0.0075 -0.0645 0.1485
Si 6.3417 4.3915 24.4923 0.0293 -0.0829 -0.2728
Si 10.2786 1.6884 14.1675 -0.0736 0.1008 -0.0113
Si 12.5756 2.8002 19.2353 -0.1277 -0.0878 -0.1305
Si 10.7828 4.4025 14.0789 -0.0532 -0.1281 0.002
Si 8.089 0.8763 21.0182 -0.1095 -0.0634 0.0711
Si 2.9258 2.8714 17.2561 -0.073 -0.0449 -0.1082
Si 11.8888 -2.5572 23.9316 -0.1727 0.075 -0.2549
Si 2.5977 8.1689 19.4342 -0.0201 0.1657 0.0657
Si 4.6411 6.7865 14.8361 0.2172 -0.0478 0.1525
Si 11.1758 12.6001 21.5303 -0.1304 -0.1169 0.0411
Si 5.8244 1.9667 16.5286 0.2473 0.0801 -0.0088
Si 4.999 9.0269 24.0233 0.111 0.1277 -0.3724
Si 12.8724 10.0759 21.3117 0.0307 0.1474 0.013
Si 7.1799 9.5073 16.6595 0.1141 -0.0902 -0.1101
Si 8.9231 8.5325 23.9763 0.0759 0.1473 -0.4509
Si 3.4162 -0.1698 22.8836 0.0177 0.1256 -0.1282
Si 6.546 6.8984 22.6058 -0.0421 0.1652 0.0086
Si 0.7696 12.0736 24.2074 0.2452 0.0434 -0.2637
Si 6.1019 1.6603 22.9083 0.0711 -0.1905 -0.0843
Si 4.9127 6.8086 20.0558 0.172 0.0709 0.0683
Si 7.6995 11.9622 18.0395 0.1105 0.0551 0.1521
O 8.8842 10.1386 23.6178 -0.0027 -0.1396 0.1447
O 3.8319 -1.6463 23.4115 0.0246 -0.0812 0.1463
O 8.3349 12.4623 19.424 -0.0158 -0.0054 -0.0436
O 2.7512 8.7192 -1.682 -0.0221 -0.1181 0.4589
O 0.4843 12.5565 25.7061 -0.0331 0.089 0.3094
O 2.3975 0.4558 23.9962 -0.0381 -0.0241 0.0963
O 6.3489 -0.3294 -0.2963 -0.144 -0.2092 0.479
O 6.3719 -2.7545 -1.3628 -0.0328 0.09 0.2498
O 11.7638 1.4061 23.0053 -0.0501 -0.0287 0.0414
O 6.3582 2.5782 -0.3802 -0.059 0.1187 0.463
O 10.5049 -3.4316 23.7786 0.0274 -0.0159 0.135
O 10.1136 -3.0389 -1.3952 -0.0393 0.2242 0.5308
O 7.1428 0.726 23.7931 -0.0342 -0.0255 0.0489
O 10.112 -0.4882 -0.3163 0.0788 -0.2473 0.4929
O 10.049 2.3929 -0.4264 0.0955 0.3563 0.3929
O 9.4129 4.5893 -1.5741 0.117 -0.0627 0.2748
O 6.7677 4.9991 -1.4121 -0.1964 -0.1635 0.328
O 10.1777 0.6262 10.0885 0.0217 0.2774 -0.4943
O 3.0145 6.563 10.9969 -0.2695 0.1188 -0.1312
O 2.4154 0.4264 10.1669 0.0332 0.3884 -0.3596
O 2.4704 -2.4109 10.2355 -0.0029 -0.205 -0.5215
O 7.9666 7.6597 22.955 0.0709 -0.022 0.0932
O 2.0905 6.6582 18.9991 -0.0061 -0.0628 -0.0317
O 7.9684 8.099 16.35 -0.0871 0.0839 -0.021
O 6.3064 0.7175 10.1672 -0.0497 0.2383 -0.5233
O 9.0107 0.6546 14.1467 -0.0032 0.0853 0.0765
O 5.0951 5.0076 12.0037 -0.0584 -0.0809 -0.0169
O 10.167 5.7709 13.5474 -0.0453 0.0529 -0.1159
O 6.2838 -2.0609 10.1851 -0.0588 -0.4317 -0.4534
O 9.7677 7.0592 11.3352 0.0701 0.1516 -0.3656
O 9.6617 3.1994 13.9188 0.0729 -0.0321 0.0249
O 10.6776 3.0686 11.003 -0.1879 -0.1324 -0.3309
O 5.0065 5.2386 15.2191 -0.0126 0.0292 -0.065
O 6.045 7.5907 14.6024 -0.0533 -0.0154 -0.029
O 6.6392 3.7469 13.7888 -0.0277 0.0487 -0.23
O 5.2601 7.1887 18.4762 -0.0665 -0.0376 0.0265
O 5.5468 7.4055 11.2903 0.1167 0.0768 -0.2307
O 7.8148 5.4328 12.121 -0.0657 -0.0448 -0.1242
O 10.1168 -2.1994 10.2194 -0.0144 -0.3268 -0.5201
O 2.2727 2.0344 18.5351 0.0311 0.0711 0.027
O 3.2468 8.9258 18.1342 0.0253 -0.0826 0.0055
O 8.5674 12.4316 16.729 -0.1097 -0.0975 -0.0358
O 6.4225 12.7814 15.1985 -0.0203 0.0134 0.0437
O 1.7332 2.6096 11.314 0.2167 -0.1407 -0.3573
O -0.5474 1.7583 15.6194 0.0384 -0.0112 0.057
O 11.2437 4.4308 15.6496 0.0517 -0.1225 0.0327
O 3.838 6.8967 13.4281 0.0173 -0.0576 -0.2347
O 3.1993 4.4003 17.8119 0.006 0.0594 0.012
O 4.2172 2.1557 16.5906 -0.0397 -0.0241 0.0245
O 7.6712 10.318 18.0025 -0.0498 -0.0079 -0.0891
O 11.815 1.9614 20.3833 0.0811 0.0754 -0.0104
O 4.1136 5.3619 20.1018 -0.0757 0.016 -0.0661
O 3.8619 7.4347 16.1005 0.0133 -0.0176 0.0284
O 6.7116 3.1293 11.2093 -0.0428 -0.0756 -0.202
O 6.5277 3.4558 16.4676 -0.0802 -0.0779 -0.0725
O 1.5748 4.1977 19.8811 0.0596 0.0539 0.0023
O 11.3813 1.4167 12.971 0.095 0.1254 -0.2134
O 2.4326 3.563 -0.4537 -0.0165 -0.3331 0.5493
O 12.7387 8.9796 22.5357 -0.0592 -0.0489 0.1264
O 6.5923 5.4348 23.2772 -0.0677 -0.1723 0.1772
O 3.8177 7.9556 20.5377 -0.0556 -0.0799 -0.1137
O 0.0277 10.6291 24.1495 -0.0416 -0.0258 0.0996
O 4.6795 0.8516 22.6407 0.0378 -0.001 0.0638
O 2.4592 6.444 -0.4821 -0.0476 0.3219 0.4347
O 6.2367 1.0952 17.8589 -0.0562 0.0179 -0.0547
O 7.6584 5.6342 15.4013 -0.1079 0.0207 -0.0714
O 7.4902 10.4109 15.3249 -0.0195 0.036 0.0889
O 0.4518 3.9827 13.1177 0.0154 -0.0588 -0.1375
O 6.2604 6.7879 20.9863 -0.078 -0.0264 -0.0229
O 6.3627 -1.7274 23.8355 -0.0052 -0.0743 0.1365
O 1.7898 2.9217 16.0834 0.0906 -0.0292 0.0835
O 7.5333 -0.5871 21.5646 0.0772 0.0328 0.0954
O 11.5223 3.0878 17.9839 0.0925 -0.0159 0.0208
O 8.4458 7.5785 13.668 -0.0494 -0.0351 -0.1549
O 14.1519 11.1111 21.5166 -0.0495 -0.1275 0.0263
O 6.9126 1.9385 21.4888 0.0533 0.0029 0.0172
O 5.226 7.6522 23.2026 -0.0049 -0.0652 0.0705
O 9.5599 1.208 21.6358 0.0918 0.0481 0.0077
O 5.8758 3.014 23.7368 0.0734 0.2744 0.2558
O 5.5818 9.294 16.8645 -0.0355 0.0162 0.0407
O 11.5473 11.0338 21.1686 0.0106 0.0072 -0.0077
O 13.0336 9.1535 19.984 0.0347 -0.0813 -0.0539

Results
free energy: -112759.012 eV
free energy less fixed offsets of O -569.03, Si -635.61 eV per atom: 4.888 eV
pressure: -0.72 GPa
stress xx, yy, zz, yz, xz, xy (GPa, positive in tension): 0.21, 1.5, 0.46, 0.05, -0.05, 0.5

The program warned: the cutoff lies below the one the program advises for these potential files.
